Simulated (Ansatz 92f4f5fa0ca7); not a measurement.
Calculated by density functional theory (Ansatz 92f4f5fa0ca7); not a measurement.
Periodic cell of 221 atoms, Si132O87H1N1, from a study of silicon, its oxide and their interface. The atomic structure is a simulated model.
Doubt: the cutoff is low for norm-conserving oxygen, so forces and energies are approximate.
Doubt: the program's own warning below bears on the result.

Settings
functional: HSE06
potential files: SPMS norm-conserving
basis: plane waves
wave-function cutoff: 800 eV
density cutoff ratio: 4
exchange-correlation grid ratio: 1
k mesh: 1 x 1 x 1, Gamma-centred
occupations: fixed
spin: none
net charge: 0

Cell vectors (angstrom)
a 10.938 0 0
b 0 10.938 0
c 0 0 32.578

Atoms: element, x, y, z (angstrom)
Si -0.2585 0.2939 25.1896
Si 5.6697 -0.2894 25.1735
Si 2.3709 2.996 25.1006
Si 8.4691 2.5185 25.1526
Si 0.1357 5.2375 24.9724
Si 5.2278 5.786 25.1038
Si 2.9872 8.0055 25.0645
Si 7.9026 8.4356 25.1075
Si 1.309 1.4335 26.5022
Si 6.8255 1.366 26.4061
Si 4.0506 4.1368 26.3481
Si 9.5856 4.119 26.4444
Si 1.3324 6.8346 26.3078
Si 6.7884 6.8795 26.4741
Si 4.09 9.5344 26.4865
Si 9.5235 9.5827 26.4096
Si 2.7171 0.0196 27.7886
Si 8.1841 0.0115 27.8082
Si -0.0284 2.7766 27.8606
Si 5.4386 2.7589 27.7436
Si 2.7017 5.4932 27.7624
Si 8.1887 5.4852 27.7806
Si -0.0074 8.2045 27.7409
Si 5.4527 8.2129 27.8631
Si 4.1018 1.3673 29.1598
Si 9.5708 1.3673 29.1598
Si 1.3673 4.1018 29.1598
Si 6.8362 4.1018 29.1598
Si 4.1018 6.8362 29.1598
Si 9.5708 6.8362 29.1598
Si 1.3673 9.5708 29.1598
Si 6.8362 9.5708 29.1598
Si 0 0 30.527
Si 5.469 0 30.527
Si 2.7345 2.7345 30.527
Si 8.2035 2.7345 30.527
Si 0 5.469 30.527
Si 5.469 5.469 30.527
Si 2.7345 8.2035 30.527
Si 8.2035 8.2035 30.527
Si 1.3673 1.3673 31.8943
Si 6.8362 1.3673 31.8943
Si 4.1018 4.1018 31.8943
Si 9.5708 4.1018 31.8943
Si 1.3673 6.8362 31.8943
Si 6.8362 6.8362 31.8943
Si 4.1018 9.5708 31.8943
Si 9.5708 9.5708 31.8943
Si 2.7345 0 0.6835
Si 8.2035 0 0.6835
Si 0 2.7345 0.6835
Si 5.469 2.7345 0.6835
Si 2.7345 5.469 0.6835
Si 8.2035 5.469 0.6835
Si 0 8.2035 0.6835
Si 5.469 8.2035 0.6835
Si 4.1018 1.3673 2.0507
Si 9.5708 1.3673 2.0507
Si 1.3673 4.1018 2.0507
Si 6.8362 4.1018 2.0507
Si 4.1018 6.8362 2.0507
Si 9.5708 6.8362 2.0507
Si 1.3673 9.5708 2.0507
Si 6.8362 9.5708 2.0507
Si 0 0 3.418
Si 5.469 0 3.418
Si 2.7345 2.7345 3.418
Si 8.2035 2.7345 3.418
Si 0 5.469 3.418
Si 5.469 5.469 3.418
Si 2.7345 8.2035 3.418
Si 8.2035 8.2035 3.418
Si 1.4258 1.3073 4.7815
Si 6.8609 1.3687 4.8678
Si 4.1802 4.0294 4.8037
Si 9.578 4.0731 4.7741
Si 1.4116 6.7918 4.7491
Si 6.7678 6.8771 4.732
Si 4.1254 9.5619 4.8328
Si 9.5631 9.611 4.7412
Si 2.8159 -0.0135 6.2557
Si 8.2698 0.0142 6.2349
Si 0.0357 2.6745 6.1004
Si 5.5703 2.7447 6.3467
Si 2.769 5.3963 6.0979
Si 8.1314 5.4793 5.9926
Si 0.0494 8.2306 5.9846
Si 5.4699 8.1977 6.2399
Si 3.9306 1.6032 7.6519
Si 9.9838 1.0931 7.5341
Si 1.6212 3.7874 7.3932
Si 6.7161 4.4858 7.6003
Si 4.2866 6.5301 7.4676
Si 9.3543 7.0627 7.1329
Si 1.1917 9.6643 7.435
Si 7.1801 9.2842 7.4959
O 1.2764 4.1103 24.5227
O 6.7971 9.5694 24.6124
O 2.7536 2.7194 7.9182
O 8.3242 8.1388 7.8527
O 5.4755 5.5079 7.9993
O 0.087 -0.1407 7.8867
O 4.1079 6.8868 24.5645
O 9.5648 1.3887 24.6286
O 1.6542 8.8807 8.8116
O 0.9213 4.2486 8.8033
O 9.7569 1.7607 9.0424
O 6.6847 9.8678 8.9553
O 4.4142 1.164 9.1671
O 3.4407 6.9446 8.8155
O 7.5401 4.2105 9.0201
O 10.049 6.1391 8.2709
O 2.9184 2.1562 23.7906
O 4.8395 0.2575 23.8632
O 7.9319 3.317 23.8145
O 10.3053 5.7781 23.5914
O 8.4437 7.6897 23.7423
O 2.4449 8.7683 23.6987
O 6.0532 5.2593 23.7721
O 0.5411 10.6405 23.8884
Si 3.2376 9.2085 11.9477
Si 8.1998 4.8069 10.4033
Si 7.0846 4.78 17.4972
Si 4.308 1.6095 23.1424
Si 12.3909 3.3084 19.2672
Si 7.9611 -2.9607 14.5444
Si 1.0964 9.3853 23.0223
Si 4.0573 12.914 20.128
Si -2.3796 2.9473 12.6689
Si -3.9042 14.2041 20.1485
Si 1.1332 -4.5897 18.5317
Si 0.8933 11.2009 12.4528
Si 10.3308 9.7586 14.8399
Si -6.0121 3.1384 16.0824
Si 7.2138 10.2458 10.4607
Si 0.6789 17.6524 15.4776
Si -1.3735 4.1868 15.4356
Si -0.0088 5.4228 9.4085
Si 5.0803 7.4311 13.575
Si 6.5753 3.8695 23.1058
Si 7.5099 7.7135 17.3856
Si 9.8168 1.0656 10.5306
Si 2.1978 11.6127 18.211
Si 9.7942 1.8746 19.7468
Si 4.653 0.7233 10.7206
Si 3.034 2.18 13.051
Si 2.1869 7.5752 9.6374
Si 5.9169 9.5779 15.6381
Si 3.2 5.0102 14.4253
Si 9.714 7.1443 22.8787
Si 11.3004 10.2375 20.2676
Si 7.3114 -3.6023 11.8073
Si -1.3562 7.5647 19.8135
Si 3.6614 0.5312 15.7966
Si 9.6556 12.3551 16.5483
Si 7.0561 1.5007 14.8065
O 4.3537 9.9773 15.8545
O 10.2812 -0.0535 16.0768
O 8.7174 -0.1202 10.4937
O 0.2144 8.2812 15.0231
O 4.4077 -4.8576 14.1847
O 2.8394 14.0464 20.1563
O 1.8791 5.9785 14.5965
O -1.7727 14.816 13.8711
O -2.8341 1.5628 16.0486
O -1.0917 4.7809 10.4399
O 10.5375 -4.4645 19.0771
O 8.4261 7.4245 16.0332
O -3.2055 1.7173 13.3482
O 3.469 12.1473 14.3216
O 1.3746 9.9321 21.5146
O 8.2532 7.1259 13.1678
O 8.296 2.2242 20.3142
O 10.3301 8.9829 19.9906
O 4.0882 1.2564 21.5844
O -3.6796 8.9009 11.3751
O 6.8628 4.115 21.5312
O 8.3236 7.8645 18.796
O 12.2091 10.4965 18.9418
O 6.6181 6.3505 17.5282
O -2.6784 4.4907 16.396
O 9.6284 2.1927 11.6942
O 10.7935 10.6763 13.5785
O 5.9579 2.7313 14.869
O 6.4447 10.9451 14.9102
O -0.491 16.5006 15.4392
O -2.1512 -1.5563 14.453
O 4.0045 1.7982 11.7759
O -7.336 11.7503 19.0622
O 2.7134 7.9431 11.1131
O 5.7975 6.899 12.2103
O 2.1497 -3.7417 19.487
N 6.2371 8.2297 14.5946
O 9.2218 6.9766 21.3156
O 1.4849 12.6962 12.7627
O -0.0298 8.229 22.9657
O 6.6356 9.0934 17.0657
O -3.4161 4.3144 18.9956
O 2.3122 0.2142 16.6507
O -0.0231 3.0789 19.9783
O 1.5108 4.7703 18.5902
O 4.0683 10.1522 10.9227
O 5.4199 2.7646 23.3444
O 3.6524 4.101 15.7182
O 5.5747 13.491 19.8247
O -3.2581 3.9176 11.6777
O 4.0154 8.6115 13.2358
O 6.2522 0.5211 11.0015
O 9.652 1.4538 18.1719
O -0.5907 13.7637 15.9853
O 4.4505 1.6868 16.6614
O 1.5179 13.09 18.1161
O 5.746 -7.0116 17.2114
O 0.9885 6.5421 10.0165
O 1.2355 6.8955 16.9983
O 2.0574 10.0976 12.5593
O 7.7873 6.3805 10.5922
O 11.2157 0.3185 10.9402
O 10.3527 11.5263 20.5866
O 3.0558 3.8159 13.2782
H 2.6833 -3.0452 19.0779

Results
free energy: -54224.440 eV
free energy less fixed offsets of H -15.86, N -279.42, O -447.96, Si -113.29 eV per atom: -2.360 eV
gap between the highest filled and lowest empty level on this k mesh: 1.209 eV

The program warned: the cutoff lies below the one the program advises for these potential files; the forces do not sum to zero within the program's tolerance; the potential files have known limits; the exchange-correlation potential is rough where the density is thin.
